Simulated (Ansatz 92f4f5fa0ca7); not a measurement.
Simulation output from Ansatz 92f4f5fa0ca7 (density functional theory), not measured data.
Periodic cell of 372 atoms, Si240O132, from a study of silicon, its oxide and their interface. The atomic structure is a simulated model.
Doubt: the cutoff is far below the 930 eV that the study's wrapper takes by default for these files, so forces and energies are approximate.

Settings
functional: PBE
potential files: Ansatz PAW
basis: plane waves
wave-function cutoff: 580 eV
density cutoff ratio: 5
exchange-correlation grid ratio: 1
k mesh: 1 x 1 x 1, Gamma-centred
self-consistency stop: 5e-08 eV per atom in the density residual
occupations: fixed
spin: none
net charge: 0

Cell vectors (angstrom)
a	11.6015	0	0
b	0	13.3963	0
c	0	0	42.3067

Atoms and the computed forces on them: element, x, y, z (angstrom), force x, y, z (eV/angstrom)
Si	0	2.2327	1.1851	-0.0024	0.0034	0.0267
Si	3.8672	2.2327	1.1851	-0.0168	0.0114	-0.0369
Si	7.7343	2.2327	1.1851	-0.0047	-0.0135	0.0047
Si	1.9336	5.5818	1.1851	0.0149	-0.0149	0.0351
Si	5.8008	5.5818	1.1851	-0.0052	-0.026	-0.0112
Si	9.6679	5.5818	1.1851	-0.0218	-0.008	0.0146
Si	0	8.9308	1.1851	-0.0318	0.0078	-0.0069
Si	3.8672	8.9308	1.1851	-0.0059	-0.0162	0.0082
Si	7.7343	8.9308	1.1851	0.0142	-0.0045	-0.0123
Si	1.9336	12.2799	1.1851	-0.0146	0.0277	-0.0317
Si	5.8008	12.2799	1.1851	0.001	0.0268	0.0404
Si	9.6679	12.2799	1.1851	0.021	0.013	0.042
Si	1.9336	1.1164	1.9745	0.0613	-0.0565	0.0163
Si	5.8008	1.1164	1.9745	-0.0276	-0.0246	0.0079
Si	9.6679	1.1164	1.9745	-0.0115	-0.0316	0.0012
Si	0	4.4654	1.9745	0.0045	-0.0013	-0.0233
Si	3.8672	4.4654	1.9745	0.0526	-0.0412	0.0023
Si	7.7343	4.4654	1.9745	-0.0432	-0.0198	-0.0017
Si	1.9336	7.8145	1.9745	0.0753	0.0711	-0.0197
Si	5.8008	7.8145	1.9745	0.021	0.0668	-0.0234
Si	9.6679	7.8145	1.9745	0.0262	0.0547	-0.0004
Si	0	11.1635	1.9745	0.0622	-0.0498	0.0043
Si	3.8672	11.1635	1.9745	-0.0757	0.0536	-0.0089
Si	7.7343	11.1635	1.9745	-0.0049	-0.0343	-0.0236
Si	1.9336	1.1164	4.3426	0.1605	-0.1312	-0.0472
Si	5.8008	1.1164	4.3426	-0.0871	-0.0958	0.0279
Si	9.6679	1.1164	4.3426	-0.0218	-0.1017	0.126
Si	0	4.4654	4.3426	0.0543	0.0293	-0.0983
Si	3.8672	4.4654	4.3426	0.1383	-0.1072	-0.3772
Si	7.7343	4.4654	4.3426	-0.1162	-0.0704	-0.2511
Si	1.9336	7.8145	4.3426	0.2024	0.1476	0.0766
Si	5.8008	7.8145	4.3426	0.0152	0.155	0.0702
Si	9.6679	7.8145	4.3426	0.0428	0.1578	-0.3695
Si	0	11.1635	4.3426	0.163	-0.1514	0.1407
Si	3.8672	11.1635	4.3426	-0.1632	0.1677	0.2245
Si	7.7343	11.1635	4.3426	-0.0838	-0.034	0.1695
Si	0	0	37.9661	0.124	0.1246	-0.2471
Si	3.8672	0	37.9661	-0.3511	0.059	0.069
Si	7.7343	0	37.9661	0.3177	-0.126	-0.2375
Si	1.9336	3.3491	37.9661	-0.0682	-0.2985	0.1023
Si	5.8008	3.3491	37.9661	0.0491	-0.1249	0.4099
Si	9.6679	3.3491	37.9661	-0.2549	-0.1354	0.0489
Si	0	6.6981	37.9661	-0.4074	0.0696	0.1587
Si	3.8672	6.6981	37.9661	0.2291	0.1408	-0.0537
Si	7.7343	6.6981	37.9661	-0.0732	0.0185	-0.0698
Si	1.9336	10.0472	37.9661	-0.0137	0.3051	0.2729
Si	5.8008	10.0472	37.9661	0.0253	-0.1641	-0.2652
Si	9.6679	10.0472	37.9661	-0.0094	0.0553	-0.1781
Si	0	0	40.3343	0.0573	0.0408	0.0138
Si	3.8672	0	40.3343	-0.149	0.0541	-0.0036
Si	7.7343	0	40.3343	0.1221	-0.0344	0.0141
Si	1.9336	3.3491	40.3343	-0.0321	-0.1178	0.0164
Si	5.8008	3.3491	40.3343	0.0007	-0.0522	0.0044
Si	9.6679	3.3491	40.3343	-0.0965	-0.0572	0.0119
Si	0	6.6981	40.3343	-0.1372	0.0111	0.012
Si	3.8672	6.6981	40.3343	0.0918	0.06	0.0236
Si	7.7343	6.6981	40.3343	-0.0181	0.0079	-0.0014
Si	1.9336	10.0472	40.3343	-0.0163	0.1253	-0.0043
Si	5.8008	10.0472	40.3343	0.0044	-0.0599	-0.0081
Si	9.6679	10.0472	40.3343	0.0128	0.0267	0.0112
Si	0	2.2327	41.1236	0.0054	0.0053	-0.0006
Si	3.8672	2.2327	41.1236	0.0249	-0.0055	0.0468
Si	7.7343	2.2327	41.1236	-0.0008	0.0281	0.0247
Si	1.9336	5.5818	41.1236	-0.0096	0.007	-0.0814
Si	5.8008	5.5818	41.1236	0.0096	0.0076	0.0069
Si	9.6679	5.5818	41.1236	0.014	0.0062	0.014
Si	0	8.9308	41.1236	0.0323	-0.0169	-0.0031
Si	3.8672	8.9308	41.1236	-0.0065	0.0073	0.0023
Si	7.7343	8.9308	41.1236	-0.0066	-0.0088	-0.014
Si	1.9336	12.2799	41.1236	0.0093	-0.0351	0.064
Si	5.8008	12.2799	41.1236	-0.009	-0.0155	-0.0932
Si	9.6679	12.2799	41.1236	-0.0106	-0.0164	-0.0119
Si	0.6584	-0.0042	30.3319	-0.0202	0.015	-0.0069
Si	5.7661	-1.1905	31.5974	-0.0153	-0.1355	-0.1009
Si	9.846	-3.1813	30.6098	0.0097	0.0228	0.0338
Si	2.3788	7.8178	28.507	0.0343	-0.0217	-0.017
Si	4.941	6.375	28.8165	0.0215	0.0006	0.0025
Si	8.6619	3.4555	30.7835	0.0128	-0.0013	-0.0084
Si	-2.1677	5.4382	31.8583	-0.0114	-0.0096	0.0534
Si	1.9143	5.9139	32.0711	-0.0524	0.0263	0.1519
Si	7.8224	7.1783	29.9661	-0.0024	0.015	0.008
Si	1.8853	9.8533	30.8179	-0.0004	0.0418	0.024
Si	7.8392	9.1934	31.1634	0.019	-0.0437	-0.0222
Si	7.6933	13.2683	30.851	0.051	-0.0158	0.0494
Si	-0.0504	2.8325	30.555	0.0055	0.007	-0.0201
Si	4.7766	2.2204	31.7627	-0.0143	0.0221	-0.0165
Si	7.1772	1.9757	31.8378	0.0194	0.0119	0.0025
Si	0.3203	5.7109	29.1913	-0.0049	-0.0173	-0.0028
Si	4.3244	4.4557	31.2383	0.013	0.0241	-0.0132
Si	11.3913	6.623	31.213	0.0025	-0.0162	-0.0357
Si	-0.1038	8.9494	31.6999	0.0217	-0.0065	0.001
Si	3.4847	8.6651	31.9626	-0.1089	-0.0668	0.0103
Si	5.779	10.0998	30.5318	0.0729	0.1935	0.1029
Si	2.2418	12.2169	31.4865	0.0142	-0.006	-0.0176
Si	4.0933	13.5723	30.7515	-0.0383	0.0009	-0.0001
Si	9.6462	12.3132	31.6427	-0.0525	-0.0301	-0.0196
Si	0.0364	2.4066	33.821	0.0011	-0.0166	0.0748
Si	3.9741	2.231	34.0194	-0.0054	0.0104	0.0049
Si	7.7055	2.1454	34.113	0.0053	0.0188	-0.0027
Si	1.8443	5.6166	34.3466	0.0112	0.0103	-0.0915
Si	5.6067	5.5055	33.9654	-0.0009	-0.0115	0.0418
Si	9.5239	5.5548	34.1701	-0.0171	-0.0116	-0.0538
Si	-0.0686	8.9519	34.0655	0.0173	-0.0089	-0.0073
Si	3.7866	8.9422	34.2298	0.0064	-0.0004	0.0165
Si	7.697	8.9488	33.6979	-0.0023	-0.0047	0.0079
Si	1.9525	12.2773	33.887	-0.0054	0.0003	-0.0001
Si	5.789	12.2559	33.985	0	0.0236	0.0429
Si	9.6452	12.2666	34.004	-0.0056	0.021	-0.0095
Si	1.9433	1.1543	34.6222	-0.0005	0.0104	0.0054
Si	5.8012	1.0513	34.9178	0.0033	-0.0168	0.0165
Si	9.7456	1.1424	34.703	0.0028	-0.0046	0.0026
Si	-0.1098	4.4828	34.9122	0.0096	-0.0096	0.0266
Si	3.7854	4.4212	34.946	0.0007	0.0122	0.0049
Si	7.5776	4.4189	34.8154	0.0129	0.0071	-0.0045
Si	1.8431	7.8662	34.9771	-0.0095	-0.015	-0.0087
Si	5.7991	7.7918	34.6749	-0.0014	-0.0145	-0.0022
Si	9.5611	7.849	34.7541	-0.0091	-0.0047	0.0059
Si	0.0013	11.1964	34.7731	0.0043	0.0006	0.0065
Si	3.8482	11.2036	34.8273	-0.0066	0.0021	0.0146
Si	7.7139	11.1091	34.7341	-0.002	-0.0006	0.01
Si	1.9284	1.1229	37.0842	-0.0029	-0.0018	-0.001
Si	5.7978	1.0967	37.2411	0.0028	0.0119	0.0025
Si	9.6909	1.1251	37.1237	-0.003	-0.0001	-0.0037
Si	-0.0104	4.459	37.238	-0.0071	-0.0079	-0.0084
Si	3.866	4.4562	37.2586	0.0001	-0.0101	-0.0078
Si	7.7078	4.4629	37.1791	0.0042	-0.005	-0.0055
Si	1.9156	7.8268	37.2789	0.0102	0.0063	0.0082
Si	5.8184	7.8029	37.1046	-0.0054	0.0126	0.0045
Si	9.6465	7.8276	37.1485	0.0046	-0.0041	0.0021
Si	0.0068	11.1726	37.1578	0.0007	-0.0039	0.002
Si	3.8675	11.1752	37.1876	-0.0024	0.0015	0.0066
Si	7.7293	11.1477	37.1368	0.0015	0.0032	0.008
Si	0.012	-0.0055	5.1261	-0.0058	0.0011	0.0037
Si	3.8713	0.0139	5.1989	0.0072	-0.0097	-0.0026
Si	7.7247	-0.0033	5.1466	0.0008	-0.004	-0.0018
Si	1.9483	3.3463	5.0852	-0.0027	-0.0066	0.0075
Si	5.7965	3.3419	5.1227	-0.0041	-0.012	0.0052
Si	9.661	3.3576	5.0942	0.0074	-0.0065	0.0014
Si	0.0018	6.7112	5.0792	-0.0015	-0.0031	0.0126
Si	3.8857	6.6726	5.1093	-0.0093	0.0061	0.0035
Si	7.7521	6.6941	5.0771	0.0052	0.0048	0.0087
Si	1.9432	10.0423	5.2065	-0.0037	-0.003	0.0079
Si	5.7784	10.0678	5.154	0.0052	-0.0032	0.0002
Si	9.6718	10.0422	5.1446	-0.0005	0.0045	0.0029
Si	0.058	-0.0377	7.4903	0.0067	-0.0033	-0.013
Si	3.8898	0.0549	7.6264	0.0119	0.0009	-0.0015
Si	7.731	-0.0291	7.5249	0.0043	-0.0009	-0.0015
Si	1.9837	3.3394	7.4234	0.0095	0.0107	0.0004
Si	5.8302	3.2876	7.4861	-0.007	0.023	0.003
Si	9.6705	3.3759	7.4345	-0.0024	0.0019	0.0006
Si	0.1004	6.738	7.4107	0.0056	0.021	-0.0074
Si	4.0254	6.5681	7.4619	0.0186	-0.0066	0.0103
Si	7.8784	6.6966	7.4093	-0.0219	0.0067	0.002
Si	1.9971	10.004	7.6438	-0.0037	-0.0082	-0.0148
Si	5.7374	10.1165	7.5441	0.0051	-0.0129	0.033
Si	9.7	10.0201	7.5258	0.013	-0.0007	-0.0035
Si	0.0186	2.2519	8.081	-0.0053	0.0122	-0.0032
Si	3.8724	2.3101	8.4339	-0.0064	0.0026	-0.0252
Si	7.7779	2.2037	8.2588	0.005	-0.0055	0.0099
Si	1.9933	5.5673	8.1438	0.0001	0.0087	0.0207
Si	6.0526	5.4927	8.2421	-0.0078	-0.0003	-0.0767
Si	9.8413	5.5998	8.2541	-0.0017	0.0027	0.0044
Si	0.0228	8.9044	8.381	0.0065	-0.0017	0.0081
Si	3.9346	8.7256	8.3243	-0.0132	0.0261	-0.0146
Si	7.6772	8.9406	8.1276	-0.0021	-0.0139	-0.082
Si	1.9876	12.2757	8.4169	-0.0022	0	-0.0071
Si	5.8008	12.3539	8.5188	0.0041	-0.0168	-0.013
Si	9.6968	12.2692	8.2225	0.0036	0.0039	0.0039
Si	0.0037	2.3729	10.3744	0.0008	-0.0045	0.0123
Si	3.7839	2.4804	10.8718	0.0129	-0.0111	0.046
Si	7.7762	2.4218	10.6108	-0.0036	-0.0454	0.0213
Si	1.6069	5.5854	11.4202	0.0249	0.0079	-0.0677
Si	9.8091	5.5828	10.6318	0.0141	0.0168	0.0137
Si	7.678	4.7639	10.8272	0.0122	-0.0071	0.0345
Si	-0.1591	9.0019	10.7699	-0.0196	-0.0137	0.0353
Si	3.5018	8.6442	11.3689	0.0364	0.1402	0.079
Si	9.6737	7.6984	11.6605	-0.0272	0.0128	0.019
Si	1.875	12.4679	10.811	-0.0067	-0.0049	0.0419
Si	5.6807	12.7315	10.9874	-0.0603	0.0281	-0.0066
Si	9.7971	12.4635	10.5446	0.0185	-0.0028	0.0129
Si	1.7736	1.312	11.4242	0.015	-0.0468	-0.068
Si	5.8485	1.5906	11.631	0.002	0.0227	-0.0358
Si	9.7615	1.2666	11.3026	-0.009	0.0096	-0.0239
Si	-0.2102	4.1745	11.8099	-0.0235	0.019	-0.0386
Si	3.4787	4.4738	12.1655	0.0137	0.0278	-0.0283
Si	6.0541	5.5311	13.2183	-0.0071	0.0238	-0.0098
Si	1.4466	7.8329	12.0174	0.0343	0.0129	-0.047
Si	5.6709	8.4265	13.4764	0.0974	-0.0733	-0.1597
Si	7.9131	9.0892	11.2568	-0.253	-0.1051	0.2502
Si	-0.0115	11.2588	11.488	0.0115	0.0122	-0.0705
Si	3.7946	11.6828	11.8737	-0.017	-0.1346	-0.0482
Si	8.318	11.2878	11.8389	0	0.0108	0.0366
O	3.2515	3.9934	13.7238	-0.0092	-0.0052	0.042
O	5.5637	9.6155	14.591	-0.0113	0.0007	0.0012
O	10.1423	1.1071	12.9393	0.0082	-0.0047	0.0183
O	9.6981	7.5337	13.3194	0.0518	0.0255	0.0129
O	1.3057	1.3512	13.0383	-0.0034	0.0113	0.03
O	6.1784	1.8345	13.2673	0.0074	0.0126	0.0426
O	1.2743	7.8896	13.6783	-0.0287	-0.0387	0.0808
O	-0.1128	11.2321	13.1585	-0.0288	0.0027	0.0453
O	3.8641	11.4581	13.5181	0.0119	-0.0057	0.0221
O	-0.3372	3.4379	13.3409	-0.0081	-0.0289	0.0394
O	5.951	4.3442	14.2985	-0.0039	-0.0241	0.0137
O	8.8281	11.252	13.4123	-0.0181	0.0143	-0.0126
O	6.4129	3.7625	27.172	-0.0094	-0.0002	0.0025
O	1.8622	9.1959	29.2576	0.0066	-0.0142	-0.0001
O	7.8516	-0.2115	29.1713	-0.0218	0.017	-0.0599
O	11.1163	5.9359	27.764	-0.0249	0.0174	0.002
O	8.9313	6.9029	28.7704	0.0056	-0.0207	-0.0243
O	0.6754	12.5816	28.9111	0.008	0.0034	-0.0094
O	10.148	10.266	28.9764	0.0104	-0.0021	-0.063
O	3.9587	7.6715	28.8395	-0.0435	0.0086	0.0008
O	5.23	10.2389	28.9781	-0.0493	-0.0181	-0.0722
O	12.0204	4.1224	29.6544	-0.0054	-0.0052	0.02
O	0.4547	7.4399	24.8114	0.0079	0.0043	0.0065
O	-0.7586	-0.0547	31.1429	0.0467	0.0254	0.0015
Si	7.6997	11.3763	23.3996	-0.0077	0.0066	0.0016
Si	4.3803	10.7195	14.8936	-0.0095	-0.007	-0.0352
Si	7.4108	9.821	25.9629	0.0143	0.0274	0.0084
Si	2.5209	9.1086	16.8548	0.0031	0.0038	-0.0247
Si	-0.5647	0.0091	16.2046	-0.0032	0.0069	-0.0082
Si	7.8344	3.6176	27.9447	0.0143	-0.0087	0.0046
Si	8.5131	7.1776	22.3123	0.0115	-0.0068	0.0033
Si	1.4062	11.5552	17.986	-0.0068	0.0058	0.0071
Si	7.4457	7.9744	19.621	0.0027	0.0072	0.0125
Si	10.4255	2.1112	23.7478	0.0134	0.0001	0.0105
Si	4.0488	-0.6312	17.0436	0.0022	-0.0053	0.0052
Si	0.8526	8.5431	25.9454	-0.0074	-0.0117	0.0057
Si	5.1967	5.5579	17.133	-0.0038	0.0059	0.0033
Si	9.5132	6.0796	27.4657	0.0246	-0.004	0.0183
Si	0.6306	10.5225	20.8153	-0.0032	-0.0026	0.0033
Si	7.4336	0.7246	27.8967	0.002	-0.012	-0.0003
Si	7.6584	3.79	16.8188	-0.0017	-0.0044	-0.0013
Si	7.6385	6.982	25.3076	0.0077	0.0028	-0.0032
Si	11.4526	1.802	13.6708	-0.0218	0.0214	0.0228
Si	-1.0189	4.7904	22.5936	0.0024	0.0246	0.0175
Si	4.6337	14.8083	19.0129	0	0.003	0.0081
Si	7.3277	1.5562	20.2856	0.0037	-0.0012	0.0151
Si	9.3015	14.9671	18.3438	0.0029	0.0026	0.0037
Si	4.3827	7.7147	19.0482	0.0011	0.0093	0.006
Si	6.1134	2.7554	14.6126	-0.0027	0.0127	-0.0178
Si	12.195	12.6978	27.2853	-0.0222	-0.0033	0.0052
Si	7.8465	6.7323	16.8088	0.0018	0.0121	0.0075
Si	2.6032	10.8914	25.6215	0.0075	0.0175	0.0012
Si	3.5439	2.103	16.4377	0.0056	0.0119	0.0026
Si	-1.6724	2.5586	20.9119	-0.0007	0.0033	0.0055
Si	6.2292	13.7371	22.888	0.0058	-0.0101	0.0001
Si	2.6025	8.3835	21.5405	-0.0029	-0.0034	-0.0073
Si	5.5957	4.8535	26.2797	0.0026	0.0008	0.0021
Si	4.4144	13.8449	28.4138	0.0296	0.0024	-0.0063
Si	2.1589	1.6373	26.538	-0.0096	-0.0031	0.0071
Si	2.8205	11.1075	22.6318	0.0041	0.0037	-0.0075
Si	1.9434	1.7201	23.7766	-0.0073	-0.0033	0.0026
Si	8.2232	13.8088	24.9525	-0.008	-0.008	0.0135
Si	10.269	10.3589	27.3499	-0.0037	0.0193	0.0145
Si	10.2352	11.0768	14.2136	0.0339	-0.0175	0.0368
Si	4.9474	10.8711	27.4954	0.0148	-0.0046	-0.0062
Si	9.1916	9.8003	21.1838	0.0031	0.003	-0.0004
Si	3.5292	13.7986	21.6984	-0.0056	0	0.0023
Si	1.0665	7.0733	15.0884	0.0117	0.0061	-0.0397
Si	2.8707	4.0817	25.0435	-0.0047	0.0012	-0.0031
Si	2.8044	4.5215	15.2061	-0.021	0.0054	-0.0101
Si	1.344	6.4843	23.813	-0.0098	-0.0192	-0.022
Si	9.8872	8.0246	14.867	0.0105	0.0229	-0.042
O	9.4749	1.4439	24.8869	0.015	0.0125	-0.0078
O	6.1613	4.235	17.4077	0.0028	0.002	-0.0042
O	0.3653	5.532	22.9441	-0.016	0.009	0.0181
O	3.007	11.8728	17.9091	0.0038	0.0054	-0.0052
O	4.4855	6.1717	18.4791	-0.0003	0.0009	0.0016
O	2.3122	5.587	24.7833	-0.0095	0.0066	-0.0113
O	7.5093	7.0999	21.0178	0.0007	0.0003	0.0039
O	4.7435	14.3376	22.6576	-0.0003	0.0039	-0.0029
O	3.865	2.4431	18.0115	-0.0006	0.0024	-0.0012
O	-0.8655	3.9474	21.1944	0.0008	0.0022	0.0108
O	8.6395	2.9777	17.8234	0.0028	-0.0034	-0.0013
O	3.6181	8.7261	18.0045	-0.0031	-0.0025	0.0015
O	3.2378	1.3478	27.7263	0.0028	-0.0017	-0.0037
O	4.4788	4.1383	25.3417	-0.0077	0.002	0.0006
O	0.9938	11.5057	19.5582	0.0014	0.0026	-0.0066
O	5.0714	0.1053	18.0981	-0.0017	0.0021	-0.0065
O	3.1156	11.5104	24.1947	-0.0007	-0.0033	0.0021
O	4.4828	12.407	27.6653	0.0064	0.0237	0.0135
O	-3.1982	5.2163	16.487	0.0025	0.003	-0.004
O	1.2199	11.1685	22.2132	0.0009	0.0015	0.0033
O	8.8182	10.1461	26.6865	-0.0238	-0.0074	-0.0091
O	3.998	5.2575	16.0553	0.0058	-0.0032	0.0008
O	6.6838	5.6744	25.3966	0.0012	0.0042	0.0025
O	3.147	0.5273	16.2915	0.0015	0.001	-0.0046
O	4.8615	2.2682	15.5047	-0.0052	0.0024	-0.001
O	10.1848	3.7335	23.7841	0.0171	0.0029	-0.0175
O	8.339	10.9203	21.9915	-0.0013	-0.0007	0.0073
O	6.9684	8.255	26.0962	-0.0029	-0.0024	0.0055
O	6.2163	6.7361	16.6154	0.0017	-0.0045	-0.0085
O	7.0822	0.5436	21.5193	-0.0042	0.0082	0.0002
O	3.567	7.6434	20.4605	-0.0039	0.0033	0.0038
O	9.3871	5.8349	22.3807	0.0208	-0.0101	0.0129
O	8.1295	7.1667	18.3675	-0.0011	-0.0038	-0.0021
O	-0.506	7.131	15.5019	0.0128	0.0087	-0.0109
O	10.2633	9.6122	14.9281	-0.0184	-0.0481	-0.0246
O	9.4734	8.4883	22.123	-0.0083	-0.0072	-0.0022
O	1.8623	11.9886	26.5627	0.0115	-0.0066	0.0002
O	6.936	1.0807	24.166	0.006	-0.0004	-0.0033
O	2.1481	0.9145	22.3892	0.007	-0.0002	-0.0026
O	-0.9829	10.4385	20.787	0.0019	-0.0006	0.0034
O	1.5375	9.7702	25.131	0.0023	-0.0051	0.0055
O	5.9237	2.1253	19.6943	0.0032	-0.0003	0.0013
O	3.7782	10.2118	26.553	-0.0055	-0.0006	0.0017
O	8.1133	14.1291	19.1051	0.0004	0.0025	-0.0053
O	-1.164	1.929	19.4894	-0.0003	-0.0001	-0.0104
O	8.9673	4.5596	27.2932	0.0017	0.0064	0.0017
O	8.5527	7.7654	15.7671	-0.0047	0.0002	0.0034
O	1.3056	9.0163	20.7312	0.0056	0.0006	0.0037
O	10.3422	12.2185	15.3489	-0.003	0.0028	-0.0077
O	9.9239	14.0576	17.1828	-0.0055	0.009	0.0065
O	2.3739	3.1477	15.9887	0.0071	-0.001	0.0008
O	-0.4028	9.1226	26.8089	0.0162	-0.0128	-0.0052
O	2.2008	7.3345	22.7199	-0.0122	-0.0117	0.0128
O	10.1439	1.5739	22.2156	0.0007	0.0037	0.0046
O	10.8485	11.8402	26.8907	0.0085	-0.0059	0.0068
O	7.4943	10.0972	24.3645	-0.0032	-0.0001	0.0107
O	1.54	5.5157	14.9699	0.0059	0.0239	0.011
O	2.5876	3.2244	23.6698	0.0036	0.0013	0.0052
O	9.1089	6.779	26.0405	-0.0031	0.0067	-0.0095
O	8.6788	12.4505	24.1616	-0.0025	0.0049	0.0019
O	0.3597	1.7693	24.1097	-0.0219	0.0079	-0.003
O	4.8801	11.8634	15.9596	0.0001	0.0139	0.0127
O	6.2555	12.1187	23.1597	0.0064	-0.0018	0.0002
O	5.8842	8.3201	19.3021	-0.0032	-0.0043	-0.0036
O	7.7708	13.4039	26.4714	-0.0051	0.009	-0.0003
O	3.6013	14.3695	20.1888	0.003	0.0023	0.0002
O	8.2942	2.7925	20.7775	-0.0016	-0.004	-0.0022
O	2.6424	1.0125	25.0893	0.0036	0.002	0.0008
O	1.2709	10.0258	17.3991	0.0134	-0.0065	-0.0087
O	5.8657	1.1573	28.1147	0.0206	-0.029	0.0011
O	7.7386	7.3095	23.727	0.0045	-0.0019	-0.0011
O	1.9844	7.944	26.9429	-0.0128	0.013	0.0158
O	8.322	9.3426	19.8704	-0.0004	-0.0044	0.0017
O	3.5882	12.1765	21.6668	0.0003	0.0015	0.0013
O	-0.0966	14.6448	15.2146	0.0067	-0.0151	-0.0072
O	1.9391	7.7081	16.2916	0.002	0.0192	0.0003
O	8.326	2.0797	27.8601	-0.0143	0.0023	0.006
O	7.4612	2.7484	15.5485	0.0005	0.0061	0.0036
O	0.719	0.9046	26.9197	0.0136	0.0034	0.0015
O	2.0954	3.2767	26.2858	0.0061	-0.0008	0.0038
O	3.1541	9.9122	15.5832	-0.0193	-0.0091	0.0287
O	6.3232	10.7883	26.66	0.0127	-0.0136	0.0041
O	0.5853	-0.7045	17.1381	0.0082	-0.0097	0.0073
O	3.3966	9.6208	22.2738	0.0012	-0.0001	0.0025
O	7.7384	4.0318	29.5235	-0.0068	0.0017	0.0148
O	4.2305	8.1781	12.7607	0.1049	0.0722	-0.0513
O	2.694	4.5667	31.4978	0.0227	-0.0373	-0.0219
O	14.6092	-6.2905	31.7028	0.0515	0.0396	-0.0103
O	6.1134	6.9494	14.0107	-0.0336	0.1514	-0.0917
O	5.2852	5.2699	32.3354	-0.0231	-0.0142	-0.0389
O	7.4095	5.3003	12.3656	0.0175	-0.0091	-0.0102
O	4.8011	5.4541	12.1755	0.0146	-0.0014	-0.012
O	0.0883	2.9133	32.209	-0.0063	0.0156	-0.0718
O	3.9674	8.078	9.8927	-0.0067	-0.0036	0.0081
O	6.7016	8.8788	12.3332	0.034	-0.0016	-0.1302
O	12.4894	1.5999	30.0407	0.0199	-0.0374	0.0106
O	8.0673	19.6348	31.2959	-0.0038	0.0021	-0.0073
O	6.4563	5.3593	9.8643	-0.0174	0.0215	0.0146
O	1.8071	6.3454	28.9535	0.0026	0.0216	-0.0002
O	4.8399	5.8789	27.2764	-0.0017	-0.0081	-0.0076
O	3.8614	10.2195	11.1231	-0.0011	-0.0874	0.1061
O	4.6004	5.1025	29.7696	-0.0033	-0.0049	0.0132
O	24.9774	5.564	9.7742	-0.0174	0.0042	0.0627
O	7.326	8.8741	9.7467	0.0349	0.0233	0.1184
O	4.9549	-4.5226	31.2495	0.0156	0.0018	-0.0313
O	6.8325	-14.8157	11.8948	0.0452	-0.0191	-0.0062
O	6.4076	6.9218	29.2176	0.0013	-0.0067	0.013
O	9.9607	15.9761	30.229	-0.0077	0.0074	0.0231

Results
free energy: -227634.818 eV
free energy less fixed offsets of O -568.88, Si -635.61 eV per atom: 3.742 eV

The program warned: the cutoff lies below the one the program advises for these potential files; the forces do not sum to zero within the program's tolerance; the exchange-correlation potential is rough where the density is thin.
